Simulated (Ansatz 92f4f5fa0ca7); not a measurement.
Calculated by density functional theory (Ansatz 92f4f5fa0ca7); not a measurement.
Periodic cell of 196 atoms, Si117O79, from a study of silicon, its oxide and their interface. The atomic structure is a simulated model.

Settings: functional r2SCAN; potential files Ansatz norm-conserving; basis plane waves; wave-function cutoff 1300 eV; density cutoff ratio 4; exchange-correlation grid ratio 1; k mesh 2 x 2 x 1, shifted by 0.5 0.5 0.5 of a step; self-consistency stop 5e-08 eV per atom in the density residual; occupations Fermi-Dirac, 0.05 eV; spin none; net charge 0.

Cell vectors (angstrom)
a  11.5403  0  0
b  0  11.5403  0
c  -5.1636  -5.0994  25.9786

Atoms and the computed forces on them: element, x, y, z (angstrom), force x, y, z (eV/angstrom)
Si  8.7252  9.7945  -0.8376  0.0597  0.1436  0.1209
Si  7.0082  2.0826  -0.8561  0.0425  0.0725  -0.3508
Si  9.1957  6.7733  -1.3787  0.0554  0.1278  0.0447
Si  3.3514  8.9252  -2.1487  -0.1598  0.3342  -0.5122
Si  1.8633  3.3909  0.0668  0.205  0.0843  0.2057
Si  -0.0191  6.5012  1.6563  0.0741  0.0836  0.0503
Si  3.6681  10.9967  1.9126  -0.2943  -0.0381  -0.0719
Si  5.1696  3.5825  -1.1339  0.1861  -0.166  -0.3163
Si  1.7533  5.3593  -4.289  -0.0721  0.0419  -0.1334
Si  -0.0392  -1.1076  1.6042  0.1828  0.1314  -0.506
Si  0.016  2.7337  1.486  0.395  0.1374  -0.0404
Si  1.7944  5.8991  0.2615  -0.0637  -0.2867  -0.3762
Si  6.2494  9.3439  -2.2379  0.1193  0.2199  -0.1837
Si  4.127  3.1696  1  -0.6159  0.484  -0.0514
Si  3.9211  6.8154  1.2052  0.4324  -0.1623  -0.6292
Si  9.1676  10.3467  1.3981  -0.3227  0.0753  -0.01
Si  9.0889  2.7284  1.3131  -0.1283  -0.0035  -0.482
Si  9.0547  6.512  1.4991  -0.2306  -0.0577  -0.5625
Si  0.4421  0.807  2.8084  -0.2315  0.2542  0.068
Si  0.4301  4.5964  2.8925  -0.4239  -0.2277  0.1749
Si  0.4781  8.4741  2.8176  -0.0346  -0.0344  -0.2337
Si  5.2334  1.1435  1.5524  0.4131  -0.2304  -0.2316
Si  4.3537  4.898  2.5354  -0.1001  -0.0023  0.1878
Si  4.2039  8.7243  2.5969  -0.0613  0.3584  0.2334
Si  8.4859  0.8125  2.5625  0.4783  -0.3314  0.152
Si  8.4043  4.5955  2.6376  0.0496  -0.1162  0.1556
Si  8.3813  8.4793  2.6387  0.1613  0.1778  -0.048
Si  10.1756  0.839  4.2251  -0.0157  -0.099  -0.0885
Si  10.1077  4.5964  4.2541  0.2686  0.0048  0.2442
Si  10.1437  8.4933  4.2041  -0.0248  0.0401  0.2753
Si  2.4924  0.552  3.8273  0.0334  0.173  0.1388
Si  2.4908  4.6232  3.9813  0.1112  0.171  0.1372
Si  2.4113  8.4772  4.1093  -0.0995  -0.1191  0.1745
Si  6.3972  0.8663  3.6573  0.003  0.1506  -0.1716
Si  6.3364  4.7292  3.8152  -0.0214  0.0817  -0.0174
Si  6.2915  8.5812  3.8067  0.0824  -0.2439  -0.1257
Si  10.1842  10.4401  5.5315  -0.1083  -0.024  -0.0647
Si  10.1912  2.7117  5.5923  -0.1903  -0.0205  -0.1909
Si  10.1591  6.5581  5.5299  -0.0069  -0.042  -0.0135
Si  2.3182  10.3964  5.4748  0.193  -0.1872  -0.058
Si  2.5626  2.5981  5.1911  0.0588  -0.0511  -0.2265
Si  2.4353  6.5212  5.4083  -0.0041  -0.0332  -0.0937
Si  6.3087  10.5003  5.1825  -0.0758  0.0238  0.1051
Si  6.263  2.7349  5.0771  0.0573  0.0136  0.0253
Si  6.3352  6.6582  5.213  0.0461  0.0593  0.0611
Si  0.4786  10.4316  7.0084  -0.0752  0.0788  0.0966
Si  0.7217  2.698  6.7243  -0.0168  -0.1734  0.0041
Si  0.5691  6.5497  6.8578  0.0723  -0.0003  -0.0417
Si  4.3736  10.369  6.6192  0.0349  0.0493  -0.0365
Si  4.4268  2.6674  6.5873  0.0805  0.0084  0.1236
Si  4.4307  6.5971  6.626  -0.0861  0.0016  0.0662
Si  8.2033  10.5188  6.7326  -0.0277  0.0551  -0.0735
Si  8.0689  2.7235  6.5426  -0.0052  0.1118  -0.0471
Si  8.1706  6.6372  6.7345  0.0927  0.0604  -0.1349
Si  0.5224  0.9414  8.2827  0.0234  -0.0622  0.022
Si  0.6268  4.5924  8.1533  0.2283  0.1916  0.1997
Si  0.5444  8.4066  8.3166  -0.0865  0.0708  0.0037
Si  4.3612  0.72  7.9766  -0.1371  0.0711  -0.0409
Si  4.4305  4.6497  7.9188  -0.1318  -0.143  -0.2116
Si  4.3972  8.476  8.0754  0.055  -0.136  0.067
Si  8.1326  0.9652  8.0366  -0.1308  -0.0331  0.15
Si  8.0912  4.5909  7.9056  -0.0158  -0.0135  -0.1798
Si  8.3185  8.5814  8.0682  0.0456  -0.1826  0.0599
Si  9.9861  1.8132  9.2528  0.128  -0.0116  0.1079
Si  9.2456  6.0491  10.5677  0.1081  0.0953  -0.01
Si  10.12  8.1464  9.654  -0.0212  0.0781  0.0427
Si  2.5582  0.7435  9.5556  0.1036  0.0712  0.0366
Si  2.6731  4.6215  9.4732  -0.1177  0.101  -0.0327
Si  2.5156  8.4338  9.62  0.1757  -0.1001  -0.0692
Si  6.2172  12.3077  9.3745  -0.0252  -0.1358  0.0701
Si  6.2456  4.5512  9.362  -0.0319  -0.0305  0.0463
Si  6.4152  8.4262  9.3297  -0.2131  0.0888  -0.1146
Si  0.6651  10.5805  12.1473  -0.3296  0.7428  0.1718
Si  0.3148  1.7117  13.4531  -0.379  0.0574  0.2656
Si  10.0297  4.2503  9.1622  -0.0683  -0.0386  0.1271
Si  2.747  10.3331  11.0298  -0.0868  0.1792  -0.184
Si  3.1663  2.693  10.7703  0.1537  -0.0307  -0.2309
Si  4.7402  7.3757  12.406  0.2507  -0.9483  0.4033
Si  4.7984  9.8175  12.1697  0.3378  0.5121  0.6149
Si  6.5132  10.3348  10.6564  0.0485  0.0491  -0.1269
Si  8.6532  4.5824  14.8869  -0.1477  0.146  0.1863
Si  10.341  9.1485  11.9075  -0.1052  -1.3112  0.3531
Si  2.126  3.0922  12.8543  0.4379  -0.1582  0.4058
Si  9.9989  0.843  11.3659  0.3458  0.4257  -0.3145
Si  8.5013  10.6378  11.9456  -0.4256  -0.0022  0.867
Si  6.588  2.7402  13.6545  0.0961  0.2423  0.0068
Si  2.9127  6.5048  10.9673  0.105  -0.1102  0.212
Si  10.1601  6.2492  12.6881  0.0115  -0.2125  0.1511
Si  5.5947  2.6528  10.6271  0.3633  -0.0405  0.5027
Si  6.8691  6.4644  10.5516  -0.2207  0.0163  0.7214
Si  6.5663  9.4371  16.7886  0.1562  -0.1281  0.1919
Si  -0.0385  1.6087  24.4126  0.0197  0.2495  -0.3015
Si  1.2554  -0.1924  19.9168  0.0626  -0.0219  -0.0864
Si  10.4864  0.9194  18.4684  -0.1656  0.0092  -0.095
Si  6.5644  11.2261  14.2865  0.0085  -0.0522  0.2785
Si  10.1787  -1.228  20.3782  -0.0223  -0.0474  -0.1006
Si  2.8752  6.4499  22.9744  0.1882  -0.2646  -0.1784
Si  7.5423  3.0844  22.2278  -0.1345  0.0647  -0.144
Si  6.1145  4.2448  19.9122  0.0381  -0.0235  -0.0019
Si  7.2462  6.6547  16.7832  0.059  0.0327  -0.0496
Si  9.0285  8.4594  24.215  -0.1727  0.0744  -0.1399
Si  8.6777  5.6319  19.2805  -0.009  -0.091  -0.1272
Si  4.1196  -0.22  19.5457  0.0879  -0.1332  -0.1446
Si  6.9759  1.0573  24.2801  0.3483  0.2704  0.0584
Si  2.9848  1.431  21.7019  -0.0269  0.1148  -0.2787
Si  3.8785  6.3205  20.0892  0.0647  0.0337  -0.0891
Si  3.2649  6.3633  14.9927  0.067  0.2465  0.328
Si  6.6401  -1.6963  19.7467  -0.059  -0.0594  -0.0666
Si  1.6432  5.4868  12.7557  -0.3993  0.5077  -0.0599
Si  8.699  5.7478  25.9173  -0.237  -0.267  -0.0167
Si  10.7057  2.6408  16.246  -0.0965  -0.0129  0.1928
Si  -0.5432  3.6284  18.9304  0.0446  0.1376  0.1732
Si  4.4219  7.5398  17.4008  0.0334  0.0652  0.2048
Si  2.3121  3.653  19.9065  -0.0858  0.081  -0.0257
Si  4.0853  3.4092  15.1585  0.2188  0.0177  0.2535
Si  4.2882  2.3268  18.095  0.0262  -0.074  0.1816
Si  8.3792  7.9662  21.1476  -0.1497  -0.0408  -0.2255
O  7.0736  9.6321  -0.8555  0.1403  -0.062  -0.3343
O  1.036  2.5978  23.6329  -0.2215  -0.0834  0.287
O  8.3929  2.7091  -0.2164  -0.0667  -0.2523  0.3588
O  8.3742  6.367  -0.0372  0.3874  0.1036  0.2319
O  7.0694  5.6673  26.1034  0.2299  -0.197  0.3672
O  9.0755  4.3053  25.2252  0.0109  0.2019  0.0507
O  5.4059  0.8073  24.6158  0.0417  0.0773  -0.01
O  9.4408  8.3917  -1.3108  -0.2452  -0.1696  0.0749
O  11.3586  -0.0776  10.994  0.1053  0.1504  0.3814
O  0.7078  0.102  13.462  0.0396  -0.1586  -0.5679
O  10.2578  7.8488  12.9762  0.0872  0.567  -0.4975
O  -1.0941  1.8639  12.6061  0.1705  -0.4873  -0.2597
O  11.5907  5.5174  12.4075  0.3097  0.158  0.2123
O  4.4141  6.9228  13.9754  -0.0754  0.1264  -0.3772
O  6.3938  2.5466  12.0715  -0.2993  -0.0061  -0.2234
O  9.5783  5.5894  14.043  0.0091  -0.0813  -0.0344
O  2.1707  7.7108  23.7252  -0.0054  -0.0171  0.4134
O  1.1004  5.0757  -2.8264  -0.0469  0.3223  -0.2096
O  3.9861  5.82  24.0144  -0.4788  -0.009  -0.0768
O  3.8358  7.4414  18.9148  0.1398  -0.1649  -0.1069
O  4.5806  0.7371  18.311  -0.1656  0.1271  0.2387
O  3.5166  6.9297  21.5573  -0.0493  -0.1961  0.0967
O  2.622  -0.8016  19.3199  0.0377  0.3072  0.2147
O  8.4174  6.3306  -2.7136  0.0758  0.1109  0.0685
O  6.2863  3.6934  21.4283  0.1898  -0.0413  -0.0577
O  9.1005  6.9879  24.9412  0.0241  0.0092  -0.1054
O  3.2576  4.7476  -4.336  -0.0841  -0.104  -0.1124
O  5.3594  5.113  -1.7941  -0.3597  -0.2397  0.2182
O  2.9275  3.0083  21.2755  -0.0403  -0.3157  -0.0211
O  6.6481  10.6962  15.8122  -0.0772  0.0679  -0.4546
O  0.8777  4.6648  -5.447  0.153  -0.1262  0.0969
O  6.2171  6.6448  12.1071  -0.2074  0.3512  -0.6274
O  7.5944  4.4282  19.2941  0.0236  0.214  0.1092
O  3.5459  4.8743  15.549  -0.0519  -0.0649  -0.2918
O  7.8901  10.7234  13.4976  -0.0349  0.0882  -0.2874
O  7.2156  -1.7312  18.2312  -0.245  -0.0909  0.0198
O  4.3653  2.5791  16.5135  -0.0768  0.1836  -0.3189
O  9.4896  3.6513  15.9098  0.057  -0.0736  -0.2086
O  5.1943  10.6809  13.5682  -0.0153  -0.3102  -0.3162
O  5.4522  3.6524  14.3359  -0.2323  -0.1969  -0.0593
O  2.8099  5.169  19.7088  0.137  -0.0877  0.0794
O  10.1455  4.9909  19.0811  -0.1172  -0.1605  -0.0255
O  3.0587  2.632  14.1775  -0.1365  0.2857  -0.1923
O  5.679  6.4781  17.2458  -0.0423  0.2502  -0.1155
O  0.5378  0.6562  18.7304  -0.1953  -0.0828  0.2085
O  3.2222  7.2709  16.3358  0.2216  -0.1839  -0.2211
O  5.3564  3.2174  18.9295  -0.1563  -0.0213  0.004
O  1.8622  6.3469  14.1675  0.1328  -0.378  -0.2512
O  2.8107  2.7173  18.6642  0.1678  0.0517  0.1181
O  9.7273  -0.4003  19.0254  0.3137  0.0778  0.2362
O  10.0915  2.3033  19.2625  0.3191  -0.0695  -0.2561
O  0.0547  2.2806  14.9576  -0.0314  -0.0895  -0.1595
O  1.7618  6.9408  -4.6003  -0.0846  -0.0898  0.3209
O  7.3698  8.1569  16.1456  -0.3466  -0.0362  0.3062
O  5.0097  9.0141  17.0511  0.2062  -0.193  -0.0446
O  8.3395  8.1809  22.7533  0.2994  0.0505  0.0472
O  10.1871  1.2152  16.8928  0.2437  0.3685  0.1867
O  1.5906  0.7406  21.2116  0.2185  -0.0344  -0.0687
O  7.9458  3.5823  13.8418  -0.0454  -0.1004  0.0723
O  6.5871  1.3018  14.38  -0.0057  -0.1611  -0.1811
O  5.3608  5.6628  20.0784  -0.1855  -0.1114  -0.0044
O  8.6268  6.437  20.6883  -0.0456  0.2101  -0.0355
O  2.3722  9.2264  -3.4253  0.1547  -0.2616  0.4003
O  4.1936  0.6873  20.8976  -0.3569  0.0895  0.0362
O  0.2524  -1.3696  20.4062  -0.2315  0.3069  -0.0555
O  7.6019  5.4818  15.7382  0.1405  -0.1136  -0.1012
O  4.1479  2.6461  -2.0616  -0.012  0.1385  0.0503
O  9.5477  8.8389  20.4194  -0.1373  0.0637  0.2036
O  -1.4835  2.2127  23.8668  0.3257  0.0475  0.174
O  5.0434  -1.5147  19.7182  0.147  0.1955  -0.0322
O  7.0198  2.5711  23.6715  0.0631  -0.2499  -0.2322
O  1.8279  5.2109  22.6428  0.0814  0.0366  0.3481
O  6.9506  -3.0732  20.5413  0.3025  0.1007  0.0239
O  6.3436  1.0616  0.2731  -0.1564  0.0281  0.214
O  4.707  9.8115  -2.302  -0.1313  -0.3453  0.1938
O  8.2839  6.5997  18.0369  -0.1259  -0.1185  0.0657
O  0.0183  3.436  17.3995  -0.2732  -0.2123  0.0084
O  0.7011  3.6876  19.9573  0.0837  -0.1076  -0.1753
O  -0.0266  1.8722  26.0199  -0.5935  -0.0987  0.2352

Results
free energy: -50450.765 eV
free energy less fixed offsets of O -463.61, Si -117.95 eV per atom: -25.425 eV
pressure: -1.41 GPa
stress xx, yy, zz, yz, xz, xy (GPa, positive in tension): 0.79, 2.06, 1.37, 0.18, 0.09, -0.07
